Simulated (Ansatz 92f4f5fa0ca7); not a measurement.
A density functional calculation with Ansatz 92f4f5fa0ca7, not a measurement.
Periodic cell of 462 atoms, Si286O176, from a study of silicon, its oxide and their interface. The atomic structure is a simulated model.
This geometry differs little from another in the collection (a relaxation step or a small displacement).

Settings: functional r2SCAN; potential files Ansatz PAW; basis plane waves; wave-function cutoff 800 eV; density cutoff ratio 5; exchange-correlation grid ratio 1; k mesh 1 x 1 x 1, Gamma-centred; self-consistency stop 1e-10 eV per atom in the density residual; occupations fixed; spin none; net charge 0.

Cell vectors (angstrom)
a 16.3305 0 0
b 0 16.3305 0
c 0 0 29.6593

Atoms and the computed forces on them: element, x, y, z (angstrom), force x, y, z (eV/angstrom)
Si -0.3669 -0.1444 -0.0673 0.0473 0.0315 0.1358
Si 3.0093 2.3258 0.2098 -0.0266 -0.0087 0.1158
Si 0.0144 5.7569 0.4003 -0.0059 0.0297 0.0805
Si 3.0925 7.6715 0.0675 0.0034 0.0139 0.0957
Si -0.2264 11.0152 0.1651 -0.0033 0.0309 0.0906
Si 2.9881 13.2525 -0.0274 -0.0005 -0.0222 0.0967
Si 5.2869 0.1887 0.1229 -0.0118 0.0106 0.0715
Si 8.5902 2.5621 -0.0484 -0.0162 -0.0498 0.1027
Si 5.2478 5.3108 0.0761 -0.0247 0.009 0.099
Si 8.7452 7.6755 -0.1786 0.0276 -0.0196 0.1374
Si 5.2944 11.108 0.1011 -0.0135 0.0233 0.1074
Si 8.6691 13.4698 -0.1058 0.0151 -0.0212 0.1144
Si 10.906 0.4265 -0.0593 0.0385 0.0321 0.1264
Si 13.3636 3.6761 -0.3071 0.019 -0.052 0.1474
Si 10.9371 5.5185 0.3639 0.0156 0.0373 0.0893
Si 14.0105 7.8186 0.4691 0.0386 0.0225 0.112
Si 10.7782 11.0755 -0.378 -0.0191 0.0069 0.1819
Si 13.9445 13.3007 0.1877 0.004 -0.0421 0.1135
Si 1.1979 1.2318 1.2335 -0.0111 0.0097 -0.024
Si 4.0832 3.9401 1.5526 0.0095 -0.0069 -0.0137
Si 1.5493 6.8732 1.6539 0.0116 0.0174 -0.0305
Si 4.155 9.4303 1.2944 0.0111 0.0342 -0.0029
Si 1.4275 12.1646 1.3727 -0.0057 0.0161 -0.0044
Si 4.0753 14.9021 1.3053 -0.0084 0.0032 0.0302
Si 6.935 1.3977 1.2817 0.0114 -0.012 -0.0105
Si 9.5987 4.0174 1.4962 0.024 0.0123 -0.0302
Si 6.958 6.6348 1.1196 -0.0233 -0.0012 -0.0006
Si 9.6737 9.4665 1.0884 -0.04 0.0052 -0.024
Si 6.957 12.3368 1.2133 -0.015 -0.0141 -0.0201
Si 9.7774 15.0384 1.2433 -0.0045 -0.0115 0.0155
Si 12.4445 1.6826 1.1453 -0.0112 -0.0383 0.0295
Si 14.9734 4.1858 1.389 0.0286 -0.0223 -0.041
Si 12.336 6.7957 1.6867 0.0106 -0.0064 -0.0053
Si 15.0739 9.5073 1.6158 0.0069 -0.0091 -0.0268
Si 12.249 12.1322 1.232 -0.0099 0.0146 -0.0055
Si 15.056 14.8192 1.5562 -0.02 0.0205 -0.0273
Si -0.0338 2.6767 2.6497 -0.0065 -0.0131 0.0258
Si 2.6398 -0.0915 2.647 -0.0025 -0.0242 0.0265
Si 0.1495 8.2218 2.9507 0.0004 -0.0093 0.028
Si 2.7778 5.3471 2.8914 -0.0099 0.0168 -0.0001
Si 0.1401 13.5203 2.8389 -0.0168 -0.021 0.0003
Si 2.7798 10.7713 2.7086 -0.0189 0.0017 0.0128
Si 5.5754 2.6563 2.7816 -0.0292 0.0169 0.016
Si 8.2725 -0.0312 2.6158 -0.006 -0.0108 -0.0002
Si 5.5976 8.0596 2.566 0.0034 -0.0083 0.0136
Si 8.1693 5.3964 2.7184 -0.0078 -0.0356 0.0188
Si 5.538 13.6148 2.6463 0.0016 -0.0062 0.0096
Si 8.2574 10.8324 2.5146 -0.0026 0.0033 0.0236
Si 11.0457 2.7142 2.7614 -0.0032 0.0548 0.0203
Si 13.6316 0.0813 2.5981 0.0177 0.0116 0.0265
Si 10.9139 8.2728 2.7533 0.0085 0.0006 0.0092
Si 13.6919 5.4102 2.9393 -0.0021 0.0084 0.0129
Si 10.9983 13.5943 2.6358 0.0295 -0.0048 0.0034
Si 13.5721 10.8701 2.7669 -0.0077 -0.0246 0.0338
Si 1.3202 4.0055 4.1065 -0.0229 0.0428 0.034
Si 4.0822 1.2795 4.0145 -0.0257 0.0426 -0.0104
Si 1.4697 9.5783 4.2445 -0.0122 -0.015 0.0086
Si 4.2133 6.7779 4.0684 -0.0215 0.0086 -0.0262
Si 1.4234 14.9404 4.1612 -0.0074 -0.0051 0.0013
Si 4.1607 12.2126 3.9949 -0.0073 -0.0075 0.0049
Si 6.8461 4.0723 4.1393 0.0033 -0.0095 -0.0073
Si 9.6066 1.3229 4.0314 0.0136 -0.0146 -0.0029
Si 6.8858 9.4928 3.9478 -0.0008 0.0105 -0.0164
Si 9.533 6.8177 4.0407 0.0143 0.0077 0.0083
Si 6.8626 14.9851 4.019 -0.0168 0.0048 -0.0074
Si 9.5609 12.2306 3.9562 -0.003 -0.02 -0.0253
Si 12.2898 4.061 4.2113 0.0634 -0.0162 -0.0059
Si 14.9779 1.3424 4.0636 -0.003 -0.0131 -0.0372
Si 12.2428 9.5609 4.1702 0.0189 0.0129 -0.0032
Si 15.0599 6.8156 4.2113 -0.0291 0.004 0.0135
Si 12.3025 15.0035 3.9993 -0.0073 -0.0106 0.0004
Si 14.9842 12.2225 4.1121 0.0302 0.0204 0.0061
Si 0.0162 0.0013 5.4481 -0.0117 0 0.0058
Si 2.7332 2.6624 5.4168 -0.0088 -0.0121 0.0039
Si 0.0438 5.3996 5.5222 0.0024 -0.0162 0.0006
Si 2.831 8.1312 5.467 0.0075 0.0079 0.0158
Si 0.0186 10.907 5.5179 -0.0016 -0.0053 0.0218
Si 2.811 13.5649 5.4377 0.0068 -0.0188 -0.0006
Si 5.4587 -0.0373 5.4107 0.0196 -0.0132 -0.0044
Si 8.2294 2.6857 5.4155 -0.0032 0.0298 0.0081
Si 5.4804 5.4265 5.4891 -0.0083 0.0047 0.0026
Si 8.1743 8.1657 5.4078 -0.0077 -0.0035 -0.0134
Si 5.5052 10.8444 5.3536 -0.0095 -0.0181 0.0032
Si 8.1865 13.5759 5.3606 0.0035 -0.0069 0.0007
Si 10.9098 -0.0474 5.4158 0.0151 0.0116 -0.0046
Si 13.648 2.6748 5.4955 -0.0074 0.001 -0.0009
Si 10.8846 5.4645 5.4554 0.0168 0.0073 0.018
Si 13.618 8.1771 5.4911 0.0083 0.008 0.0186
Si 10.8619 10.9363 5.4524 0.0038 0.0059 -0.008
Si 13.6433 13.6597 5.4131 0.0129 0.0148 -0.0037
Si 1.3682 1.3582 6.824 0.0029 -0.011 -0.0151
Si 4.0613 4.0634 6.7932 -0.0029 0.0236 0.0101
Si 1.4276 6.7879 6.828 -0.0116 -0.0106 0.0067
Si 4.1445 9.5355 6.7937 0.0104 -0.0163 -0.0044
Si 1.394 12.2864 6.8322 -0.0053 0.0111 -0.0029
Si 4.127 14.9369 6.8184 -0.0138 -0.0139 0.0001
Si 6.8041 1.3626 6.7658 0.0006 0.0156 0.0055
Si 9.5317 4.0692 6.798 -0.0083 -0.017 -0.0099
Si 6.8091 6.8317 6.8096 -0.0055 -0.013 0.0064
Si 9.5022 9.5362 6.7905 -0.0038 0.0092 0.0176
Si 6.811 12.2336 6.7476 -0.008 -0.0144 -0.0041
Si 9.5105 14.9461 6.7599 0.0053 -0.009 -0.0048
Si 12.2472 1.3244 6.8021 0.0184 0.0037 0.0109
Si 14.9818 4.0549 6.853 -0.0111 0.0054 -0.0031
Si 12.2338 6.8213 6.8311 0.0113 0.0121 0.0018
Si 14.9774 9.5329 6.8439 -0.0026 0.0106 -0.0042
Si 12.2458 12.308 6.77 -0.0185 0.0094 -0.0013
Si 14.9734 15.0006 6.8136 0.0184 -0.0002 0.0095
Si 0.0138 2.7244 8.2211 0.0065 0.0068 0.0093
Si 2.7279 -0.0178 8.1572 -0.0027 0.0075 0.0037
Si 0.0234 8.1557 8.1631 -0.0053 0.0026 -0.0011
Si 2.7341 5.4182 8.2126 0.0043 -0.0092 -0.0045
Si 0.0035 13.6514 8.1706 0.0023 0.018 0.0044
Si 2.7674 10.9023 8.1531 -0.0113 -0.0178 -0.0006
Si 5.4267 2.7159 8.1466 -0.0045 0.0038 -0.0169
Si 8.1449 -0.0096 8.1316 -0.0261 -0.0202 -0.0058
Si 5.4246 8.1622 8.1937 -0.0012 0.0169 0.0105
Si 8.1522 5.4397 8.1284 0.0047 0.0169 -0.0006
Si 5.4659 13.5709 8.1835 0.0011 -0.0063 0.0062
Si 8.1174 10.872 8.1488 0.0123 -0.0093 -0.0102
Si 10.8693 2.6794 8.1529 0.0169 0.0153 -0.0016
Si 13.6152 0.0265 8.1886 -0.0212 -0.0049 -0.0007
Si 10.8484 8.1837 8.1767 0.0039 -0.0121 0.0084
Si 13.598 5.4342 8.1608 -0.0077 -0.0262 0.009
Si 10.8675 13.6272 8.146 0.0093 -0.0017 -0.0094
Si 13.5878 10.928 8.1387 0.0294 0.0023 -0.0073
Si 1.3479 4.1022 9.5967 -0.0173 0.0088 -0.0081
Si 4.0593 1.3639 9.5236 0.0015 0.0054 0.003
Si 1.3763 9.5597 9.4874 -0.0021 0.0036 -0.0027
Si 4.0651 6.797 9.5803 0.0004 0.0097 -0.0077
Si 1.3308 15.0205 9.5449 -0.0087 -0.0144 -0.0071
Si 4.0792 12.247 9.5866 -0.0014 0.0078 0.0088
Si 6.7706 4.1137 9.4877 -0.0155 0.0293 -0.0121
Si 9.4923 1.3304 9.5363 0.0081 0.0184 -0.0219
Si 6.7342 9.5453 9.5498 -0.011 -0.0039 -0.003
Si 9.4573 6.799 9.5169 0.0016 -0.0175 -0.0274
Si 6.7851 14.9898 9.5261 0.0079 0.0008 -0.017
Si 9.4887 12.2437 9.4709 0.0025 -0.003 -0.0037
Si 12.1984 4.0802 9.4814 0.0108 -0.0061 -0.0022
Si 14.954 1.397 9.5843 -0.0039 -0.0083 0.0051
Si 12.2208 9.5737 9.4987 -0.0321 0.0143 -0.0216
Si 14.9784 6.785 9.5108 -0.0046 -0.0091 0.0116
Si 12.2055 15.0181 9.4972 0.0027 -0.001 0.0004
Si 14.9423 12.2894 9.4992 -0.0046 0.0059 -0.0164
Si -0.0112 0.0433 10.9549 -0.0093 0.0311 0.007
Si 2.7016 2.7138 10.9215 0.0187 0.0015 -0.0078
Si -0.0199 5.4771 10.9698 0.0098 -0.0021 0.0117
Si 2.6518 8.1848 10.8924 0.0074 -0.0188 0.0082
Si 0.0087 10.9378 10.8194 -0.0148 0.0018 -0.0089
Si 2.6754 13.6561 10.8901 -0.0112 0.0092 0.0005
Si 5.3942 0.0088 10.9045 -0.0045 -0.0115 -0.0003
Si 8.0988 2.7382 10.8281 -0.0036 0.0026 -0.0095
Si 5.4575 5.4454 10.9319 -0.0107 0.0009 0.0061
Si 8.0451 8.1332 10.8692 0.0015 -0.008 0.0041
Si 5.4029 10.8683 11.0006 0.0073 -0.027 0.0077
Si 8.1676 13.6232 10.8371 0.0245 -0.0216 -0.0048
Si 10.8586 -0.0205 10.9366 -0.0103 -0.0207 0.0125
Si 13.5421 2.7916 10.8885 -0.0171 0.0159 -0.0052
Si 10.8035 5.3969 10.8327 0.0006 0.0224 -0.009
Si 13.581 8.1627 10.7944 0.0334 -0.0162 0.0074
Si 10.8212 10.9053 10.8585 0.0067 0.0114 0.0131
Si 13.551 13.6642 10.8251 -0.0003 0.0055 -0.0092
Si 1.3199 1.4385 12.3541 -0.0145 -0.0269 0.0009
Si 4.1036 4.0527 12.252 -0.0319 -0.0055 0.0054
Si 1.3126 6.8971 12.3496 -0.039 0.0167 -0.0311
Si 3.9623 9.4642 12.3384 -0.0122 0.0295 -0.0054
Si 1.2825 12.3331 12.2453 0.0063 0.0013 -0.0041
Si 3.9685 15.0367 12.2854 -0.015 -0.0295 -0.0182
Si 6.7743 1.3971 12.2159 0.0069 0.0192 -0.0284
Si 9.42 4.0673 12.2288 -0.0041 0.0198 0.0011
Si 6.7289 6.8349 12.3714 0.0055 -0.0031 -0.0115
Si 9.4023 9.507 12.1438 0.0212 -0.0189 -0.0099
Si 6.8189 12.3325 12.2361 -0.0166 0.0018 -0.0104
Si 9.5326 14.8579 12.2986 0.0014 0.0043 -0.0306
Si 12.1717 1.4505 12.246 -0.0014 0.015 -0.0023
Si 14.8469 4.1694 12.2869 -0.0023 0.0101 -0.0023
Si 12.1419 6.8166 12.1011 -0.0191 0.0051 -0.0146
Si 14.9931 9.518 12.0936 -0.0126 0.014 -0.0304
Si 12.1543 12.3522 12.1697 0.0106 -0.0228 -0.0047
Si 14.8646 15.0142 12.2244 0.002 -0.0098 -0.023
Si -0.1574 2.805 13.6508 0.0019 0.019 0.0006
Si 2.6456 0.0527 13.778 -0.0221 -0.0057 -0.0371
Si -0.1328 8.2741 13.7065 0.02 -0.0122 0.0163
Si 2.7969 5.5025 13.5565 0.0068 -0.015 0.0112
Si -0.1642 13.6532 13.6154 -0.0024 0.0104 -0.0073
Si 2.5908 10.9282 13.6046 0.0184 -0.0066 0.008
Si 5.4129 2.6756 13.6732 -0.0036 0.0142 -0.023
Si 8.1465 -0.0119 13.4852 0.0147 -0.0192 0.0361
Si 5.2727 8.1072 13.8136 0.0278 0.0187 -0.0085
Si 8.1436 5.4409 13.67 -0.0041 -0.0131 0.0105
Si 5.375 13.6654 13.5614 0.0058 -0.0004 0.0166
Si 8.1787 10.9158 13.5407 -0.0107 -0.0037 0.0156
Si 10.7119 2.7 13.6358 0.0269 -0.0162 -0.0008
Si 13.5473 0.1051 13.5698 0.0049 -0.0203 -0.0047
Si 10.7227 8.1035 13.4538 0.023 0.0139 0.0125
Si 13.4508 5.5912 13.5864 0.0283 -0.0188 0.005
Si 10.8906 13.538 13.8061 0.0109 0.0336 -0.0065
Si 13.5489 10.8903 13.2706 -0.0139 -0.0077 0.0069
Si 1.2668 4.2931 14.7429 -0.0227 0.0441 -0.1054
Si 4.2948 1.1574 15.1221 -0.0004 -0.0064 -0.1115
Si 0.9415 9.9566 14.9997 -0.0388 -0.0312 -0.1379
Si 4.3143 6.3115 15.2253 0.0094 0.0656 -0.109
Si 0.967 15.2062 14.9777 -0.0155 0.0376 -0.0967
Si 4.2163 12.0829 14.8393 -0.0182 -0.01 -0.1308
Si 6.6653 4.1677 14.9694 -0.0204 0.0202 -0.0814
Si 9.6329 1.0092 14.9784 0.0544 0.0262 -0.1341
Si 6.4717 9.879 14.756 -0.0382 -0.0023 -0.1258
Si 9.7439 6.5774 14.9848 0.0172 -0.0629 -0.1491
Si 6.5358 15.2785 14.7862 -0.0234 0.0155 -0.1229
Si 9.8974 11.6873 15.0282 0.0494 -0.0212 -0.1376
Si 11.8906 4.3282 14.8034 -0.0206 0.0278 -0.0601
Si 15.1046 1.1514 15.0078 -0.0048 -0.0027 -0.096
Si 12.1371 9.56 14.5192 0.0143 -0.0161 -0.0871
Si 14.3136 7.4072 14.8908 -0.0028 -0.0009 -0.1494
Si 12.0494 15.3044 14.9469 -0.0712 -0.02 -0.0738
Si 14.898 12.0166 14.758 0.0383 0.0078 -0.0894
Si -5.4034 -19.273 18.8717 0.0005 0.0141 -0.0786
Si 2.8504 7.5392 20.2648 -0.007 0.017 -0.0852
Si -0.4251 -0.2709 23.1903 0.0094 0.0133 0.0517
Si -9.071 18.8371 23.1169 0.0241 0.01 0.0296
Si -14.7062 -5.7737 17.8487 0.0072 -0.052 -0.1625
Si 4.4313 26.2808 19.0741 -0.0347 -0.0253 -0.1143
Si 3.4197 1.8213 24.633 -0.0044 0.0337 0.043
Si -1.6648 0.1195 20.467 -0.0046 0.0083 -0.0282
Si -16.125 20.1479 20.996 -0.0388 0.0017 -0.0543
Si 8.2685 -2.8865 21.7094 -0.0167 0.0164 -0.0671
Si -2.3771 4.9702 26.5722 -0.004 -0.0051 0.106
Si -10.9613 20.3382 24.9089 -0.014 0.0389 0.0373
Si 5.3903 9.9389 27.0198 -0.0425 -0.0253 0.1373
Si 7.0089 9.2855 17.6319 -0.0393 0.0359 -0.1219
Si 2.3266 29.6339 17.0976 0.0094 -0.0212 -0.1812
Si 0.3484 20.8468 25.4045 -0.0061 -0.0092 0.0885
Si 13.3947 15.7298 28.0981 0.0056 -0.0293 0.1875
Si 12.6079 2.9328 24.7398 0.0252 0.0427 0.0514
Si 3.1433 3.1696 21.749 -0.0087 0.0153 -0.0089
Si 6.9397 15.0096 27.515 -0.0029 0.0371 0.16
Si 13.1887 13.4706 16.9989 0.0142 0.0442 -0.1618
Si 6.6469 19.845 27.4867 0.0225 -0.0135 0.1757
Si 10.7318 44.745 23.1129 0.0161 0.0168 0.0267
Si 6.1756 -3.6684 25.8643 -0.0181 -0.0214 0.1225
Si -14.5239 20.6399 27.8435 0.0025 0.0515 0.1641
Si 12.9078 20.7559 19.4504 0.0319 -0.0327 -0.0949
Si -2.4385 24.3044 27.3116 0.0205 0.0346 0.1344
Si 25.8078 3.1226 24.881 -0.0028 -0.0301 0.0298
Si 16.897 18.1283 24.9315 -0.0502 0.0154 0.054
Si -8.1475 25.6926 22.5915 0.004 0.0231 0.0062
Si 14.3336 16.894 25.519 0.0053 0.0033 0.0856
Si 11.9363 10.043 26.3611 0.039 0.025 0.2014
Si 3.5071 21.9079 18.1944 -0.0163 0.0272 -0.1977
Si -8.0462 18.5149 20.1591 0.0283 0.0157 -0.1233
Si 13.8193 19.0569 21.7819 -0.03 0.0323 -0.0214
Si -2.4894 3.1503 16.8866 -0.0345 -0.0008 -0.121
Si -15.3023 14.3421 27.4431 -0.0288 -0.0239 0.1455
Si 9.8243 4.3541 18.9126 0.0052 -0.0517 -0.1095
Si -26.9162 28.5914 20.7531 -0.0271 -0.0117 -0.0825
Si -20.7326 9.4373 21.9279 0.0095 0.0198 0.0333
Si 8.4481 -5.2216 24.8219 -0.0296 -0.0193 0.0603
Si -8.0571 2.6164 17.2428 0.0307 -0.006 -0.1622
Si 7.5433 23.0476 22.0944 -0.0006 -0.0226 0.0097
Si 16.3438 9.6575 27.0284 0.0296 0.0099 0.1107
Si 4.8184 5.5961 20.8612 -0.0516 0.0299 -0.0874
Si 2.961 16.7588 20.5511 -0.0098 0.006 -0.0742
Si 13.6446 29.8204 19.9145 -0.017 0.0128 -0.0998
Si 1.3494 -18.5952 24.5573 -0.0383 -0.0192 0.1207
Si 15.7588 5.6102 16.7242 -0.0188 0.0185 -0.1207
Si 7.8347 8.4802 26.5105 -0.0002 -0.0376 0.1679
Si 6.9982 -1.8477 17.5996 0.0054 -0.0067 -0.1427
Si 19.008 24.8422 26.848 -0.0203 -0.0313 0.1242
Si 16.8921 17.7818 19.0436 0.0448 0.0442 -0.1178
Si -13.3098 -10.5346 25.5876 -0.0102 0.0294 0.127
Si 5.7559 -2.6879 23.1596 -0.0147 -0.0153 0.0263
Si 9.01 31.9415 19.5935 0.0012 -0.0003 -0.0722
Si -8.944 17.5352 25.8248 -0.0081 0.019 0.1241
Si -0.9561 22.5643 19.5751 0.0059 -0.0355 -0.0894
Si 13.3426 12.0463 24.3105 0.0599 -0.0325 0.0969
Si 19.9199 -17.1649 23.2416 -0.0032 0.008 0.0425
Si 4.3754 30.8706 18.9835 0.0123 -0.0199 -0.1009
Si 9.0165 6.1015 24.736 -0.0078 0.0273 0.0817
Si 0.1854 -7.295 20.2309 0.0428 -0.0214 -0.0887
Si -6.7478 8.2729 20.4811 -0.0189 -0.002 -0.0745
Si 14.457 -21.7518 21.5997 0.0284 0.0273 0.0029
Si 27.0935 8.3167 24.2408 0.021 -0.0276 0.0741
Si -0.4956 12.3784 25.8277 0.0218 -0.0329 0.1297
Si 18.9234 -29.9543 17.0517 0.0428 0.0202 -0.109
Si -7.7841 28.2212 17.9395 0.0208 0.009 -0.1614
Si 8.8376 23.4612 17.9732 -0.0022 -0.0871 -0.2059
O -9.0187 2.163 -8.1584 -0.0332 0.0092 0.0224
O 1.3815 -7.0617 -3.3807 -0.0176 0.007 -0.0489
O 7.3764 -3.9334 -8.8444 0.0143 -0.0197 0
O -3.0319 9.8459 -8.4708 -0.0224 -0.0279 -0.0196
O 0.9523 5.2405 -0.8245 0.0529 -0.0634 -0.0926
O 8.8158 18.3316 -3.7993 0.027 0.0048 -0.0302
O 0.1861 -1.6905 -6.0556 -0.0162 -0.007 -0.0322
O 7.3486 -2.4941 -6.681 0.0173 0.0089 0.0258
O 2.4752 19.3837 -1.1227 -0.0178 0.0288 -0.1003
O 2.9935 -2.4001 -11.2388 0.0143 0.0325 0.1015
O 1.5804 5.4435 -4.7704 -0.0059 0.008 -0.0429
O 13.4695 14.1751 -1.1094 -0.0498 0.0537 -0.1207
O 4.2085 6.525 -0.3384 0.0219 -0.0194 -0.0506
O 2.2909 -2.6379 -1.4389 -0.0096 0.0212 -0.1198
O 10.4997 6.7364 -5.1901 0.032 -0.0192 -0.021
O -2.4471 -1.2875 -9.3513 -0.009 0.0203 0.0276
O 6.4872 1.9585 -2.6764 -0.0116 -0.0183 -0.0573
O 9.9335 22.8775 -0.4621 -0.042 0.026 -0.0665
O 5.9629 10.3517 -1.1829 0.0397 -0.0094 -0.1124
O 5.4873 11.2362 -3.5733 0.0066 0.0378 -0.0702
O 3.9484 24.9479 -9.8608 0.013 -0.0149 0.0462
O 2.967 21.4528 -2.5963 0.0098 0.0018 -0.0591
O -2.4233 12.4603 -13.683 -0.0747 0.0165 0.1278
O 17.8636 8.3112 -8.8477 -0.0111 0.0017 0.0345
O -1.3311 -12.1224 -13.1152 0.006 -0.0017 0.0309
O 13.6779 1.2774 -8.6108 -0.0154 -0.0181 -0.0103
O 7.9602 10.4286 -11.3759 0.0046 -0.0166 0.0853
O 14.5026 0.3217 -0.743 -0.0167 0.0154 -0.1189
O 12.1261 12.8353 -6.1243 -0.0365 0.0272 -0.0247
O 6.9346 1.3177 -5.4238 -0.0213 -0.0172 -0.0299
O 13.158 9.0067 -3.2988 -0.0177 -0.0082 -0.058
O -2.26 20.272 -1.7963 0.0052 0.0198 -0.1039
O 9.7151 12.9504 -7.4434 0.0061 -0.0002 0.0009
O 19.0969 -2.106 -5.8361 0.0349 -0.0124 -0.0408
O 22.4888 19.985 -6.1364 0.0089 -0.004 -0.041
O 7.3307 12.9561 -11.6453 0.0047 -0.0288 0.0605
O 0.6809 5.4927 15.7153 -0.009 -0.0127 0.0586
O -1.5194 6.8485 16.3337 -0.0082 0.0021 0.1118
O -11.1001 -5.4413 20.1105 0.0466 0.0316 0.0638
O -0.1264 5.8649 18.2341 0.0177 -0.0021 0.0974
O -6.8745 25.1375 23.4247 -0.0072 -0.012 -0.0052
O -1.9299 18.0459 16.3869 -0.0124 0.0138 0.1029
O -0.8772 16.9897 19.1267 -0.0093 -0.0258 0.0343
O 3.7449 6.3606 16.7727 -0.0419 -0.0421 0.1745
O -6.3845 11.5944 24.4551 0.0125 0.0149 -0.0074
O -16.0176 19.2622 19.6483 0.001 0.0243 0.0261
O 4.3074 21.5685 24.7584 0.0489 -0.0192 -0.0525
O -1.8577 -3.4258 25.1049 -0.0506 0.0206 -0.0393
O 11.0207 19.1145 24.704 -0.0258 -0.0087 -0.0092
O 9.182 0.8211 20.072 0.0197 -0.002 0.0362
O -0.2735 5.3428 20.74 0.0282 -0.0155 0.0343
O 3.8365 1.7321 16.6113 -0.01 0.0101 0.1186
O -0.1234 16.3481 15.451 -0.0001 -0.0111 0.0493
O 8.9077 5.6424 18.5743 -0.019 0.0154 0.0612
O 9.7533 8.1065 18.8853 0.0442 0.0499 0.0798
O -2.2473 13.4505 18.3444 0.0294 -0.0158 0.1069
O 7.3553 7.7816 18.1289 0.0102 0.0101 0.0776
O -12.4805 16.6212 24.3741 0.0194 -0.0303 -0.0021
O -11.2488 29.8406 19.9881 0.014 0.004 0.0504
O 8.0438 19.7959 28.3411 0.0027 0.0751 -0.1228
O -2.1283 27.5507 23.182 -0.0083 -0.02 -0.0303
O 9.2695 7.1891 16.4179 -0.0321 0.0489 0.1719
O 10.8671 5.4605 15.3952 0.0001 -0.01 0.0549
O 18.6363 7.9445 28.3229 -0.0221 -0.0144 -0.1004
O 13.2005 8.5547 15.3122 0.0415 -0.0483 0.0775
O 4.5216 19.0389 25.4002 -0.0096 -0.0312 -0.0156
O 7.5518 18.5858 18.674 -0.0305 -0.008 0.1038
O 12.952 4.3251 25.4832 -0.0335 -0.0153 -0.0541
O 3.1499 7.3865 25.7925 0.0202 -0.0304 -0.0714
O 3.8425 9.5766 27.0762 0.0182 0.0321 -0.0156
O 11.1072 10.5853 15.3305 -0.043 0.0522 0.0535
O 8.7643 19.3306 23.4319 -0.0051 0.0096 -0.0087
O -1.9326 12.3326 20.779 0.0149 -0.0134 0.026
O 9.168 -4.3651 16.4483 -0.0467 0.0295 0.1384
O 7.2678 9.3113 16.0485 0.0388 -0.0038 0.1461
O -0.8636 -8.0259 27.1331 0.0031 -0.0374 -0.0461
O 6.4736 4.3344 26.0765 -0.019 0.0082 -0.078
O -0.7197 -5.5076 26.1819 -0.0323 0.0196 -0.0514
O 8.2301 14.4164 28.2911 -0.0209 0.0384 -0.1081
O -1.0048 5.2986 25.7532 -0.0015 -0.007 -0.0237
O -1.8172 -0.0237 24.01 -0.0169 -0.0322 -0.0326
O -10.0202 5.9552 21.3819 0.0348 -0.0047 0.024
O 1.2941 28.4427 17.4981 -0.0333 0.0124 0.0563
O 8.3517 24.6343 28.0324 -0.032 0.0254 -0.1591
O 2.1012 3.2234 15.6206 0.037 -0.0166 0.0619
O -0.9392 3.1044 21.8861 0.0199 -0.01 0.0424
O -6.6771 3.3954 17.6124 0.0121 0.0283 0.0573
O 9.2551 4.6458 25.4054 -0.0018 0.0311 -0.018
O -7.528 23.2883 21.0749 0.0041 -0.006 0.0057
O -7.8026 14.7842 20.8754 -0.0169 -0.0224 0.0603
O 11.1007 -7.8867 20.9777 0.0075 -0.006 -0.0022
O -0.1555 13.2569 27.1605 -0.0258 -0.0134 -0.043
O 3.6774 6.6635 21.3503 0.0162 -0.0156 0.0319
O 0.6048 9.8879 18.9077 -0.0453 -0.0248 0.0785
O -4.9641 21.1101 19.1159 0.0025 0.0302 0.0374
O -11.5401 21.8359 19.2172 0.0532 -0.0142 0.0673
O -2.8554 6.441 27.0386 -0.0167 -0.0477 -0.047
O 13.1961 2.7876 23.2548 0.0166 -0.0203 -0.0199
O -18.8363 38.4289 19.3527 -0.0213 0.0225 0.0364
O 3.1272 26.9746 18.4422 0.0455 0.0058 0.0493
O 9.7083 12.33 18.9902 0.0206 -0.0169 0.0567
O 6.1037 13.6915 27.0925 -0.0098 -0.0334 -0.045
O 12.511 19.8691 16.0798 0.0348 -0.0227 0.0686
O 18.7941 6.5299 19.0295 -0.0394 0.0097 0.039
O 5.4257 14.7791 17.7847 -0.0386 0.0114 0.0394
O 10.8427 16.3187 15.4363 0.0096 0.0112 0.0257
O 7.2785 3.5233 16.3427 0.0295 -0.0341 0.0995
O -16.9088 -0.1947 21.6114 0.0229 0 -0.0017
O -0.4902 10.1043 21.2647 -0.0179 0.0255 0.0316
O 18.399 18.1545 25.5162 0.0271 -0.011 0.0087
O -2.8513 3.263 18.4543 -0.0183 0.0017 0.0876
O -8.6115 10.6829 23.4014 -0.0267 0.0019 -0.0402
O 1.4653 14.8753 25.976 0.0217 0.0424 -0.1045
O -7.9757 26.2154 25.8778 0.0042 0.0338 -0.0614
O -1.1661 39.4455 29.5486 -0.0243 0.0242 -0.0744
O 5.0133 -1.3377 22.695 0.0109 0.0094 -0.0191
O 11.8647 16.2421 28.3479 0.0154 -0.0122 -0.0948
O 0.4903 31.8744 28.3667 0.0171 -0.0323 -0.1016
O 15.482 -8.5107 19.8899 -0.0064 0.0242 0.0331
O 0.3426 10.2586 28.5004 0.0079 -0.021 -0.1052
O -3.0991 18.0565 25.6014 -0.0183 0.0016 -0.0072
O 20.3895 -0.3876 19.707 0.0099 0.0284 0.0402
O 7.719 12.3831 25.479 0.0431 0.0182 -0.0469
O 9.6764 1.4206 29.0849 -0.006 -0.0143 -0.0669
O -8.1994 22.2568 23.3819 -0.0232 -0.021 -0.0201
O 1.37 18.1522 17.6701 -0.0484 -0.0378 0.0705
O 17.1656 12.5598 24.8878 0.0221 0.0168 -0.063
O 8.2367 23.4766 25.7037 0.0172 -0.0302 -0.0669
O 2.765 32.4261 22.0013 -0.0256 0.005 -0.0025
O 1.5792 25.9874 16.4853 0.0276 0.0069 0.1597
O 8.6969 -6.7936 21.0516 -0.0137 0.0166 0.0033
O 7.0495 8.2009 22.5847 -0.0215 0.0146 -0.0165
O 9.2396 3.5159 20.1924 -0.0144 -0.0163 0.0565
O 9.6546 12.2611 28.998 -0.0106 0.0138 -0.0469
O 13.344 8.4118 28.7725 -0.0254 0.0094 -0.1407
O 7.4152 -0.3549 26.2878 0.0092 0.0141 -0.0838
O 11.1307 10.8082 22.2179 -0.0206 0.0005 -0.0185
O 16.4263 19.6002 24.4186 -0.0061 -0.0175 -0.0391
O 20.4685 17.5995 29.329 0.0274 0.0003 -0.0396
O 21.8889 21.6092 15.4258 0.014 -0.021 0.0373
O 7.8606 15.5331 18.462 0.0101 0.0205 0.0591
O 12.9899 14.8936 16.2376 0.0619 -0.0261 0.1089
O 5.3875 -2.9325 24.6876 -0.0153 0.0056 -0.0328
O 0.6276 0.8763 23.6106 0.0106 0.0074 -0.0382
O -12.9334 -14.3543 20.688 0.0223 0.0016 -0.0134
O 19.531 -13.7565 23.2313 0.0059 0.0025 -0.0165
O -4.329 4.5917 29.1625 0.0196 -0.0447 -0.0879
O 3.5229 29.051 16.168 -0.0308 0.0625 0.1329
O -10.7127 4.2789 28.4972 0.0277 -0.0557 -0.1125
O 5.2459 12.3759 22.2876 -0.0053 0.0178 0.0107
O 1.5229 14.4712 16.3234 0.0282 -0.0499 0.1324
O -14.6456 3.8608 21.6261 0.0196 -0.0041 0.0203
O 7.3574 14.6433 16.0395 0.0349 -0.031 0.1248
O 12.5252 11.2228 25.4381 0.0058 0.0322 -0.0689
O -5.5234 9.1373 25.6305 -0.048 -0.0301 -0.0566
O 8.77 1.3738 16.3244 -0.0546 0.0246 0.1349
O -3.3267 20.1606 20.9355 -0.0052 -0.0113 0.0347
O 6.2183 8.6467 26.5141 0.0515 -0.0193 -0.0641
O 4.1366 12.1528 29.2303 0.0148 0.005 -0.0431
O 11.6686 -3.2403 17.4491 -0.0231 -0.0244 0.065
O 17.0749 3.7698 26.7804 -0.0283 -0.027 -0.0763
O 5.9682 15.8457 28.4768 0.0335 -0.0218 -0.1106
O -5.9752 14.9131 18.9896 0.0022 0.0111 0.0204
O 5.382 11.0081 15.2734 0.0296 -0.0233 0.0499
O 13.8191 -0.5647 26.5445 0.0451 0.0081 -0.1233
O 12.0487 -3.1547 20.0225 0.0123 -0.0193 0.0312
O 16.0352 -5.3438 15.3234 0.0043 0.0089 0.0677
O 1.5349 0.4349 19.8225 0.0164 -0.0574 0.0623
O 19.3351 4.0312 17.9283 -0.0112 0.0016 0.087
O 11.3834 10.5861 27.8136 0.0396 -0.0266 -0.1753
O -0.5344 1.1578 25.942 0.0125 0.0131 0.0098
O 14.9664 12.1072 29.3712 0.0121 -0.0106 -0.0764
O 4.344 4.1972 21.4892 -0.0049 -0.036 0.0161
O 5.4739 16.3813 15.3858 -0.0139 0.0088 0.0616
O 5.4558 9.5676 17.8998 -0.0265 0.0053 0.0446
O -4.2467 8.6476 23.3526 0.0281 -0.0068 -0.0187

Results
free energy: -283317.752 eV
free energy less fixed offsets of O -570.45, Si -639.56 eV per atom: -4.392 eV

The program warned: the cutoff lies below the one the program advises for these potential files; the forces do not sum to zero within the program's tolerance; empty levels may hold ghost states of the PAW files; the exchange-correlation potential is rough where the density is thin.
